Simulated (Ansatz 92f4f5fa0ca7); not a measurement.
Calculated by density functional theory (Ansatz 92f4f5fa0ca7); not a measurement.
Periodic cell of 223 atoms, Si132O90As1, from a study of silicon, its oxide and their interface. The atomic structure is a simulated model.
Doubt: the cutoff is far below the 930 eV that the study's wrapper takes by default for these files, so forces and energies are approximate.
This geometry differs little from another in the collection (a relaxation step or a small displacement).

Settings
functional: PBE
potential files: Ansatz PAW
basis: plane waves
wave-function cutoff: 580 eV
density cutoff ratio: 5
exchange-correlation grid ratio: 1
k mesh: 1 x 1 x 1, Gamma-centred
self-consistency stop: 5e-08 eV per atom in the density residual
occupations: fixed
spin: none
net charge: +1 e, with a uniform compensating background and no finite-size correction

Cell vectors (angstrom)
a  10.938  0  0
b  0  10.938  0
c  0  0  32.1988

Atoms: element, x, y, z (angstrom)
Si  10.592  0.2199  24.843
Si  5.7383  10.6831  24.7166
Si  2.4971  2.9072  24.6346
Si  8.4033  2.4258  24.7745
As  0.247  5.1884  24.8962
Si  5.1603  5.7458  24.6678
Si  2.9838  8.0459  24.5441
Si  7.9395  8.4461  24.7268
Si  1.3302  1.3794  26.0199
Si  6.8376  1.3045  26.1111
Si  4.0496  4.1108  25.9784
Si  9.5225  3.9731  26.1723
Si  1.4679  6.9358  26.0492
Si  6.7617  6.8615  26.0076
Si  4.1153  9.5448  25.9961
Si  9.4509  9.5912  26.1398
Si  2.729  -0.0032  27.3379
Si  8.1498  -0.0138  27.559
Si  0.0358  2.6874  27.5154
Si  5.4397  2.7469  27.3585
Si  2.7354  5.4519  27.4385
Si  8.1616  5.505  27.3733
Si  -0.0425  8.2129  27.3939
Si  5.4426  8.1993  27.445
Si  4.082  1.3663  28.7409
Si  9.5645  1.3466  28.8621
Si  1.3635  4.1117  28.8334
Si  6.8231  4.0957  28.7476
Si  4.0977  6.8293  28.8109
Si  9.5534  6.8264  28.7717
Si  1.3737  9.5751  28.7421
Si  6.7819  9.5464  28.8622
Si  0.0198  -0.0264  30.1747
Si  5.4234  0.0137  30.1672
Si  2.7434  2.7237  30.16
Si  8.1901  2.7527  30.1565
Si  -0.0254  5.4715  30.1627
Si  5.479  5.4573  30.1581
Si  2.7199  8.2134  30.1394
Si  8.1976  8.1847  30.1754
Si  1.3774  1.3574  31.5403
Si  6.8216  1.3775  31.5068
Si  4.1149  4.0888  31.5272
Si  9.558  4.1022  31.5363
Si  1.3536  6.8501  31.4982
Si  6.8418  6.8172  31.5491
Si  4.0756  9.5733  31.5336
Si  9.5776  9.5521  31.534
Si  2.7358  -0.0045  0.7279
Si  8.1958  0.0091  0.6661
Si  -0.0042  2.7307  0.6994
Si  5.4825  2.7288  0.7062
Si  2.7339  5.4914  0.6558
Si  8.2101  5.4543  0.7282
Si  0.0094  8.1876  0.7027
Si  5.4647  8.2099  0.6961
Si  4.1309  1.3609  2.0786
Si  9.5575  1.3515  2.0572
Si  1.3771  4.1329  2.0266
Si  6.8481  4.0783  2.0894
Si  4.0997  6.8314  2.0568
Si  9.5857  6.8321  2.0768
Si  1.3767  9.5423  2.0762
Si  6.8315  9.6001  2.05
Si  -0.0144  -0.034  3.3992
Si  5.4953  0.0087  3.4844
Si  2.7724  2.7901  3.3688
Si  8.1947  2.6901  3.4672
Si  0.0291  5.4722  3.445
Si  5.4744  5.4665  3.4176
Si  2.7677  8.2025  3.4618
Si  8.2051  8.2305  3.3871
Si  1.3888  1.3941  4.6315
Si  6.8467  1.3464  4.9242
Si  4.1525  4.0852  4.8143
Si  9.5806  4.0802  4.7709
Si  1.4148  6.8282  4.833
Si  6.8223  6.8903  4.7342
Si  4.1356  9.5756  4.8555
Si  9.5524  9.5513  4.8021
Si  2.7456  0.1172  6.0574
Si  8.2065  -0.063  6.279
Si  0.0283  2.6677  6.0495
Si  5.4743  2.726  6.3
Si  2.8154  5.4755  6.1918
Si  8.1754  5.4811  6.0405
Si  0.0113  8.1864  6.1605
Si  5.527  8.2212  6.2399
Si  3.8357  1.5714  7.6105
Si  9.8411  1.1372  7.4643
Si  1.626  3.7981  7.3191
Si  6.6567  4.4147  7.4831
Si  4.408  6.6301  7.5555
Si  9.366  6.9479  7.412
Si  1.1458  9.918  7.2937
Si  7.1554  9.2296  7.6774
O  8.3071  8.0875  7.9053
O  2.7152  2.735  7.9534
O  9.5327  1.3481  24.2344
O  4.0557  6.8623  24.1046
O  0.0338  0.0222  7.9576
O  5.5324  5.5087  8.0295
O  6.8496  9.5717  24.1808
O  1.3883  4.0626  24.1016
O  3.8645  7.3801  8.9391
O  0.799  4.3746  8.5986
O  9.8113  6.1768  8.8032
O  2.1339  9.3786  8.4814
O  7.5214  3.9256  8.7954
O  4.2678  0.9198  9.0693
O  6.7275  9.5583  9.2248
O  9.2121  1.855  8.803
O  7.7114  3.1551  23.4961
O  10.4047  5.71  23.4
O  5.0908  0.4376  23.3881
O  5.8681  5.0852  23.3489
O  3.1159  2.1984  23.2838
O  2.3376  8.749  23.1963
O  8.6425  7.7555  23.4047
O  0.2429  10.3008  23.5976
Si  4.3889  1.566  22.443
Si  3.4874  7.9314  14.0206
Si  7.1162  0.9566  14.6607
Si  0.9567  9.3483  22.502
Si  1.1829  4.31  11.8818
Si  6.264  8.963  15.307
Si  0.6759  1.3705  12.2882
Si  8.6313  4.9559  20.481
Si  0.327  5.7169  9.3643
Si  5.0997  3.1246  17.9326
Si  0.8855  3.7459  16.7344
Si  10.4034  2.8503  19.2135
Si  5.2815  1.1837  10.351
Si  0.8712  0.178  19.8219
Si  6.6439  9.4604  10.8678
Si  9.3289  9.674  18.3053
Si  9.3902  9.2458  12.5616
Si  6.5713  3.8466  22.5529
Si  2.4422  8.0668  9.3772
Si  10.5891  7.3691  17.0647
Si  2.5077  6.2925  16.5673
Si  10.1745  4.4925  14.1843
Si  6.1329  9.1808  18.5012
Si  7.9689  2.5713  9.583
Si  8.8785  2.1447  12.4518
Si  5.3316  6.2447  18.0562
Si  3.9183  0.5543  19.447
Si  4.2795  3.8414  12.0466
Si  5.5408  6.6019  12.133
Si  8.0083  2.5047  17.2104
Si  4.3585  2.4793  14.9598
Si  1.5376  1.2133  15.2491
Si  1.5671  9.4171  12.0384
Si  8.0491  6.8524  13.8591
Si  10.3801  9.8376  15.4742
Si  9.8023  6.9951  22.5406
Si  8.1033  5.4898  17.3869
O  6.0446  7.9606  11.2854
O  6.0102  9.2046  16.8871
O  7.677  1.3644  13.1912
O  0.8941  1.7488  13.8584
O  9.4227  6.2614  16.8688
O  6.7568  6.2042  13.1326
O  5.1302  4.6602  18.6064
O  9.2245  2.1641  18.2717
O  2.359  0.0923  19.0756
O  9.4033  10.2301  16.7511
O  2.7901  4.4347  11.7085
O  5.0593  10.3201  19.1014
O  9.4243  3.2406  13.4936
O  0.4503  1.7652  19.9568
O  3.1516  1.3629  15.0588
O  8.1659  5.3881  19.0061
O  3.8864  6.599  17.3864
O  4.5727  3.2825  16.3815
O  9.0608  5.6684  14.3069
O  5.4488  2.7582  22.1265
O  10.6688  4.1505  15.6834
O  0.3474  3.8685  18.2751
O  10.4126  10.5176  19.2041
O  9.6432  10.0278  14.0172
O  10.9641  8.0575  22.1472
O  1.1892  2.1612  16.524
O  9.7386  3.7594  20.4087
O  8.1276  4.0332  16.6733
O  -0.0433  9.1034  11.8953
O  6.5831  2.4185  18.0065
O  5.5828  10.7195  11.1943
O  7.7432  9.5894  18.8348
O  10.0266  1.0269  12.0534
O  1.3146  6.9576  9.0446
O  0.6241  4.766  13.3496
O  5.7016  7.6215  18.9763
O  5.2375  5.0863  11.5115
O  2.7117  6.9889  15.1094
O  0.908  2.7487  11.4586
O  0.858  10.6871  15.5435
O  2.3999  8.588  10.9051
O  4.6977  2.433  11.2659
O  4.2563  3.5098  13.6749
O  2.2015  4.6827  16.4756
O  10.705  8.2512  15.688
O  6.9299  10.2895  14.6632
O  2.3402  8.9566  13.4177
O  8.0315  1.5205  15.9053
O  4.1228  6.9954  12.8461
O  4.1749  2.0119  18.7232
O  7.2966  4.4291  21.2454
O  8.4055  2.929  11.1042
O  1.1753  6.8607  17.352
O  5.6518  1.572  14.7615
O  8.13  9.7588  11.5812
O  9.1995  6.2996  21.2188
O  8.9563  7.716  12.8464
O  1.6498  0.1225  11.869
O  6.6362  6.1498  17.0523
O  7.3971  7.8013  15.0353
O  1.1824  10.283  21.2088
O  10.0311  8.2004  18.3478
O  3.9346  0.8463  21.0723
O  0.3467  5.3433  10.9299
O  6.6933  1.5755  9.6282
O  4.7771  8.7058  14.6704

Results
free energy: -139958.621 eV
free energy less fixed offsets of As -4856.12, O -568.88, Si -635.61 eV per atom: -2.781 eV

Forces (eV/angstrom), in the order of the atoms: element, x, y, z
Si  -0.0019  -0.0033  0.0472
Si  0.0177  -0.0245  0.0395
Si  -0.0248  0.0297  0.1251
Si  0.0362  0.0096  0.0289
As  -0.0877  -0.009  -0.3844
Si  0.0012  0.0034  0.0675
Si  -0.0066  -0.0285  0.0294
Si  0.0282  -0.0305  -0.0678
Si  0.0011  -0.0053  -0.0209
Si  -0.005  0.013  -0.001
Si  0.0019  0.0046  -0.0293
Si  0.0019  -0.0309  0.0238
Si  0.0431  0.0156  0.0409
Si  -0.0064  -0.014  -0.0114
Si  -0.0041  -0.0015  0.0058
Si  0.0186  -0.0072  -0.0115
Si  -0.0062  -0.0011  0.0021
Si  -0.002  -0.0001  0.0187
Si  -0.0032  0.0058  0.0066
Si  -0.0007  0.0031  0.0075
Si  0.0027  -0.0009  0.0047
Si  0.0099  0.0118  -0.0004
Si  -0.0142  -0.0069  -0.0028
Si  -0.0104  0.0039  0.0116
Si  0.0004  -0.0004  -0.0009
Si  0.0068  0.0021  0.006
Si  -0.0125  0.0109  -0.0019
Si  0.0024  -0.0143  -0.0038
Si  0.0001  0.0015  -0.0076
Si  0.0027  -0.0083  -0.0071
Si  0.0251  -0.0023  -0.0035
Si  -0.0117  0.0015  0.0105
Si  -0.0139  0.0079  -0.0016
Si  0.0058  -0.0065  -0.0027
Si  0.0041  -0.0011  -0.0055
Si  -0.0016  -0.0032  -0.0028
Si  0.0081  -0.0055  -0.0041
Si  -0.0049  0.0082  0.0004
Si  -0.0021  -0.0057  -0.001
Si  -0.0045  0.0071  -0.0047
Si  0.0066  -0.0019  -0.0031
Si  -0.0002  0.0032  -0.0007
Si  0.0002  -0.0048  -0.001
Si  0.003  0.0033  -0.0037
Si  -0.0025  -0.0015  -0.0003
Si  0.0021  -0.0011  -0.0034
Si  0.0005  0.002  -0.0044
Si  0.0003  -0.0017  -0.0005
Si  0.0027  -0.0016  0.0006
Si  -0.0033  0.0003  0.0018
Si  -0.0075  0.0044  0.0004
Si  0.0006  -0.0022  0.0006
Si  -0.0044  0.0076  0.0025
Si  0.0038  -0.0069  -0.0003
Si  0.0065  -0.004  -0.0002
Si  -0.0027  0.0023  0.001
Si  -0.0045  0.0067  0.0004
Si  0.0008  -0.0033  0.0012
Si  0.0131  -0.0048  0.0024
Si  -0.0043  0.0047  -0.0003
Si  -0.0012  -0.0061  0.0015
Si  -0.0043  0.0073  -0.0001
Si  -0.0086  0.0026  0.0011
Si  0.0093  -0.0038  0.0006
Si  -0.003  -0.0106  -0.0036
Si  0.0044  0.0027  0.0105
Si  0.0057  0.0111  -0.0067
Si  -0.0086  -0.0081  0.003
Si  0.0029  0.0037  0.0003
Si  -0.0032  -0.0052  0.0028
Si  0.0043  0.0005  0.0041
Si  0  0.0057  -0.0032
Si  -0.0006  0.0004  0.0006
Si  0.0025  -0.0003  -0.0077
Si  0.0007  0.002  -0.0044
Si  0.0006  -0.0035  0.0001
Si  0.0034  -0.0005  -0.0028
Si  0.0011  -0.0006  0.0012
Si  0.0004  -0.0025  -0.0039
Si  -0.0005  -0.0001  -0.0042
Si  0.0008  -0.0075  0.0043
Si  0.0001  0.0055  -0.0026
Si  -0.0006  0.0055  0.0066
Si  0.0017  -0.0022  -0.0029
Si  -0.0016  -0.0012  -0.0008
Si  -0.0007  0.003  0.0052
Si  -0.0014  -0.0005  -0.0007
Si  -0.0043  0.0011  0.0027
Si  -0.0102  0.0101  -0.023
Si  0.0064  -0.008  -0.0269
Si  0.0058  -0.0074  -0.023
Si  -0.007  0.0055  -0.0231
Si  0.0076  -0.0018  -0.0265
Si  -0.0084  0.0048  -0.0254
Si  -0.0036  0.0068  -0.019
Si  0.006  -0.0116  -0.0278
O  -0.002  0.0041  0.011
O  0.0008  0.0016  0.0099
O  -0.0072  0.004  -0.0099
O  -0.0047  0.011  -0.0205
O  -0.0023  0.0009  0.0112
O  -0.0014  -0.0007  0.0099
O  0.0112  -0.0099  0.0044
O  -0.0393  0.0528  0.0842
O  -0.0119  0.0107  0.0225
O  -0.0111  0.0151  0.0249
O  0.0115  -0.0087  0.0207
O  0.012  -0.016  0.0265
O  0.0118  -0.0157  0.0253
O  0.0132  -0.0057  0.0306
O  -0.0065  0.0038  0.0392
O  -0.0149  0.0122  0.0251
O  -0.0204  0.0051  -0.0329
O  -0.0019  0.1401  0.1302
O  -0.0041  0.0021  -0.0343
O  0.0195  -0.0325  -0.0439
O  0.0113  -0.023  -0.1071
O  -0.0061  0.0201  -0.0302
O  0.0512  -0.0124  0.0136
O  0.0206  -0.0197  -0.0414
Si  0.0011  0.0089  0.0478
Si  -0.0019  -0.0012  -0.0041
Si  0.0035  0.0039  -0.0012
Si  0.0017  -0.0107  0.0608
Si  -0.0067  0.0099  -0.0105
Si  -0.0019  0.0008  0.0062
Si  0.0007  0.0014  0.0008
Si  -0.0033  0.0281  0.054
Si  -0.0056  -0.0011  -0.0331
Si  -0.0074  -0.0081  0.0102
Si  -0.0051  0.0001  0.01
Si  0.0012  0.0054  0.0305
Si  -0.0011  -0.0043  -0.0285
Si  0.0162  -0.0147  0.0381
Si  -0.0067  0.0091  -0.0315
Si  0.0086  0.0068  0.015
Si  -0.0043  0.0045  -0.0027
Si  -0.012  0.0095  0.0559
Si  0.0051  -0.0002  -0.0351
Si  -0.0069  0.0014  0.0042
Si  0.0007  -0.0001  -0.0002
Si  0.0029  -0.003  0.0002
Si  -0.0052  0.0079  0.0088
Si  0.0044  0.0069  -0.0341
Si  -0.0057  0.0068  -0.0125
Si  0.0067  -0.0021  0.0016
Si  -0.0135  0.0033  0.0356
Si  0.0017  -0.0063  -0.0035
Si  0.0002  0.005  -0.0038
Si  0.0044  0.0028  0.0072
Si  0.0008  0.0073  0
Si  -0.0026  0.0031  -0.0002
Si  0.0091  -0.0077  -0.0122
Si  -0.0007  0.0002  -0.0011
Si  -0.005  0.0001  0.0022
Si  0.0223  -0.0974  0.167
Si  -0.0002  -0.0051  0.0196
O  -0.0029  -0.0113  0.0063
O  0.0011  -0.001  -0.0121
O  -0.0031  -0.0025  0.0034
O  0.0013  -0.0009  0.0032
O  0.0043  0.0039  -0.0027
O  0.0049  -0.0003  0.0017
O  -0.0004  0.0045  -0.0003
O  -0.0118  -0.0022  -0.0092
O  0.0045  0.001  -0.0074
O  0.0027  0.0001  -0.0096
O  0.0012  -0.0014  -0.0012
O  0.0115  -0.0119  -0.005
O  0.0012  0.0032  0.0014
O  -0.0079  0.0053  -0.0081
O  0.0004  -0.0011  0.0007
O  -0.01  0.0042  -0.0377
O  -0.0075  0.0004  0.0004
O  -0.0023  -0.0016  -0.008
O  -0.0009  0.0011  -0.0015
O  0.0207  0.0175  -0.018
O  -0.0015  0.0019  -0.0015
O  0.009  0.0054  -0.0144
O  -0.0188  -0.0072  -0.0118
O  0.0003  0.0006  0.0023
O  -0.0381  -0.0257  -0.0058
O  0.0017  -0.0029  -0.0027
O  0.0111  -0.0168  -0.0136
O  -0.002  -0.0013  -0.0042
O  -0.0044  0.0012  -0.0005
O  0.0036  0.0009  -0.0009
O  0.0004  -0.0051  0.0063
O  -0.0006  -0.0015  -0.0005
O  0.0024  -0.0006  -0.0015
O  0.0001  0  0.0081
O  -0.0034  0.0004  0.0044
O  -0.0014  -0.0024  0.0008
O  -0.0001  0.0035  -0.0008
O  0.0002  0.0021  -0.0006
O  -0.0006  -0.0041  0
O  0.0011  0.0007  0.0013
O  -0.0074  0.011  0.0247
O  -0.0056  0.0146  0.0089
O  -0.0004  -0.0028  0.0066
O  0.0013  0.0017  0.0009
O  0.0012  0.0021  -0.0028
O  -0.0013  -0.0008  -0.0007
O  0.0028  -0.001  0.0051
O  -0.0034  -0.0049  -0.0053
O  -0.0039  0.0028  0.002
O  0.0085  0.0136  -0.0096
O  0.0129  0.006  -0.0331
O  0.0076  -0.0023  0.0241
O  0.0027  -0.001  0.0008
O  0.0003  -0.0021  0.0005
O  0.013  -0.0023  0.0076
O  -0.007  -0.0241  -0.0373
O  -0.0009  -0.0027  -0.0002
O  -0.0025  0.0027  -0.0012
O  -0.0021  0.001  -0.003
O  -0.0003  0.0018  0.0003
O  -0.0031  0.0312  -0.0419
O  0.0016  -0.0036  -0.0053
O  -0.0042  -0.0234  -0.062
O  0.0057  -0.0103  0.0224
O  -0.0071  -0.0031  0.0077
O  0.0004  0.0006  0.0008

The program warned: the cutoff lies below the one the program advises for these potential files; the exchange-correlation potential is rough where the density is thin.
